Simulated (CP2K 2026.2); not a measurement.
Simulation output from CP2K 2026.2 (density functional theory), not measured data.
Periodic cell of 504 atoms, Si360O144, from a study of silicon, its oxide and their interface. The atomic structure is a simulated model.
Doubt: the forces sum to 1.90 eV/angstrom along one axis rather than to zero, so they err by at least 0.0038 eV/angstrom per atom on average; the grid cutoff is modest.

Settings
functional: PBE
method: Gaussian and plane waves
basis set: DZVP-MOLOPT-SR-GTH
pseudopotentials: GTH-PBE
grid cutoff: 300 Ry, relative cutoff 40 Ry
k points: Gamma only
occupations: fixed
spin: none
net charge: 0

Cell vectors (angstrom)
a	16.32	0	0
b	0	16.32	0
c	6.6223	0.5221	33.3771

Atoms and the computed forces on them: element, x, y, z (angstrom), force x, y, z (eV/angstrom)
Si	1.088	-1.007	-0.03	0.131	-0.267	0.76
Si	3.926	1.594	0.112	0.142	-0.143	0.778
Si	1.686	3.808	-0.165	-0.269	0.259	0.725
Si	4.453	6.554	0.023	-0.194	0.159	0.734
Si	1.093	-6.661	0.005	0.236	-0.129	0.702
Si	4.289	-4.313	0.211	-0.126	0.093	0.704
Si	6.946	-1.52	0.02	-0.184	0.249	0.734
Si	9.798	1.196	0.151	-0.284	0.05	0.761
Si	6.656	4.318	0.158	0.099	-0.221	0.781
Si	9.771	6.5	0.189	-0.065	0.13	0.714
Si	6.62	9.913	0.052	0.089	-0.314	0.74
Si	-7.197	-3.799	0.118	0.264	-0.03	0.76
Si	-4.281	-1.025	0.009	0.083	-0.315	0.712
Si	-1.293	1.037	0.184	0.043	0.293	0.662
Si	-4.37	4.266	0.152	0.186	-0.106	0.745
Si	-1.669	7.011	0.006	0.167	-0.116	0.704
Si	-3.876	-7.058	-0.013	-0.117	0.153	0.712
Si	-1.073	-4.365	0.072	-0.13	0.157	0.73
Si	2.692	0.032	1.342	0.002	0.024	-0.067
Si	5.461	2.754	1.428	-0.021	0.017	-0.053
Si	2.747	5.433	1.223	0.009	-0.023	-0.065
Si	5.538	8.19	1.303	0.001	0.017	-0.03
Si	2.703	-5.553	1.371	-0.013	0.006	-0.036
Si	5.422	-2.672	1.41	0.023	0.001	-0.049
Si	8.143	0.024	1.343	0.008	-0.012	-0.043
Si	-5.431	2.712	1.526	0.006	-0.004	-0.042
Si	8.192	5.424	1.512	-0.011	-0.012	-0.044
Si	-5.42	8.16	1.383	0.006	0.005	-0.082
Si	8.11	10.955	1.497	0.005	0.009	-0.081
Si	-5.445	-2.691	1.239	-0.019	0.009	-0.07
Si	-2.75	-0.105	1.546	0.002	0.016	-0.043
Si	-0.019	2.762	1.178	0.03	-0.009	-0.024
Si	-2.76	5.451	1.364	-0.009	0.015	-0.037
Si	-0.061	8.123	1.327	-0.02	-0.007	-0.057
Si	-2.725	-5.475	1.312	-0.001	-0.013	-0.058
Si	0.057	-2.713	1.296	0	0.02	-0.055
Si	1.31	1.414	2.662	-0.001	0.018	0.036
Si	4.059	4.125	2.722	-0.011	0.008	0.038
Si	1.368	6.768	2.618	0.023	0.003	0.009
Si	4.093	9.444	2.711	0.019	-0.012	0.018
Si	1.396	-4.083	2.687	-0.004	-0.001	0.033
Si	4.032	-1.334	2.718	-0.002	0.009	0.016
Si	6.804	1.358	2.738	0.012	0.01	0.004
Si	9.496	4.032	2.857	0.005	0.002	0.04
Si	6.841	6.866	2.76	-0.015	0.004	0.042
Si	9.524	9.532	2.718	0	-0.013	0.015
Si	6.75	12.3	2.83	-0.002	0.015	0.039
Si	-6.791	-1.356	2.693	-0.007	0.009	0.032
Si	-4.043	1.361	2.835	-0.012	-0.016	0.025
Si	-1.333	4.088	2.637	-0.018	-0.034	0.004
Si	-4.085	6.805	2.772	-0.007	-0.001	0.051
Si	-1.381	-6.819	2.722	-0.003	0.012	0.036
Si	-4.101	-4.075	2.626	0.015	0.011	-0.012
Si	-1.341	-1.48	2.77	0.032	-0.017	0.02
Si	-0.005	0.001	4.046	0	0.008	-0.016
Si	2.694	2.736	4.057	-0.004	0.003	-0.017
Si	0.015	5.434	4.021	-0.002	0.015	0.001
Si	2.711	8.105	4.046	0.003	0.008	0.007
Si	-0.001	-5.435	4.046	-0.009	-0.002	-0.018
Si	2.719	-2.727	4.08	-0.01	-0.015	0.005
Si	5.418	0.008	4.074	0.004	-0.009	0
Si	8.128	2.679	4.161	-0.002	0.006	0.009
Si	5.436	5.48	4.074	0.009	-0.016	-0.01
Si	8.188	8.195	4.121	-0.005	-0.003	0.015
Si	5.397	10.866	4.097	-0.002	-0.006	-0.004
Si	8.177	-2.684	4.113	0.013	0.006	-0.007
Si	-5.456	-0.013	4.11	-0.014	-0.009	-0.015
Si	-2.656	2.749	4.089	0.01	0.017	0.017
Si	-5.439	5.439	4.131	0.01	0.011	-0.008
Si	-2.718	8.159	4.111	0.004	-0.003	0.002
Si	-5.43	-5.419	4.047	0.01	0.004	0.003
Si	-2.741	-2.798	4.085	-0.009	0.003	0.018
Si	1.321	-1.362	16.279	0.003	-0.005	-0.013
Si	4.064	1.374	16.276	0.004	-0.007	-0.018
Si	1.354	4.087	16.331	0.005	0.002	-0.015
Si	4.09	6.808	16.352	-0.01	0.001	-0.003
Si	1.363	-6.797	16.35	-0.001	0.004	-0.008
Si	4.035	-4.115	16.262	-0.003	0.003	-0.014
Si	6.812	-1.344	16.277	0.007	0	-0.023
Si	-6.793	1.361	16.294	0.005	-0.006	-0.006
Si	6.816	4.127	16.309	0.021	0.001	-0.008
Si	-6.788	6.773	16.374	-0.028	0.002	0.003
Si	6.81	9.481	16.277	-0.006	0.004	-0.017
Si	-6.783	-4.102	16.276	-0.017	-0.001	-0.022
Si	-4.038	-1.326	16.278	0.003	0.018	-0.011
Si	-1.387	1.37	16.376	0.003	-0.027	0.004
Si	-4.08	4.079	16.386	0.004	0.005	0.003
Si	-1.365	6.807	16.359	0.004	0.002	0.001
Si	-4.069	9.511	16.351	-0.004	0.001	-0.014
Si	-1.335	-4.078	16.315	-0.003	0.004	-0.005
Si	2.651	0.038	17.596	0.001	0.007	0.01
Si	5.426	2.761	17.597	-0.029	0.001	-0.025
Si	2.729	5.424	17.695	0.012	0	0
Si	5.454	8.191	17.701	0.018	0.001	0.001
Si	2.714	-5.431	17.721	-0.006	0.011	0.006
Si	5.412	-2.741	17.532	-0.011	-0.011	0.002
Si	8.167	0.02	17.655	-0.009	-0.015	0.014
Si	-5.449	2.673	17.706	-0.009	-0.013	-0.005
Si	8.168	5.421	17.76	0.004	-0.015	0.019
Si	-5.42	8.141	17.728	0.008	0.01	-0.001
Si	8.21	10.799	17.606	0.02	0.014	0.008
Si	-5.412	-2.697	17.564	-0.004	-0.02	-0.033
Si	-2.748	0	17.749	-0.018	0.02	0.031
Si	-0.014	2.754	17.712	0.006	0.009	-0.003
Si	-2.71	5.453	17.749	-0.004	0.004	-0.014
Si	-0.01	-8.138	17.714	-0.006	0.003	0.016
Si	-2.71	-5.408	17.676	0.009	0.004	0.001
Si	0.047	-2.753	17.69	0.018	-0.004	0
Si	1.364	1.402	19.045	0.025	0.009	-0.017
Si	4.107	4.053	19.044	-0.009	-0.003	-0.014
Si	1.364	6.789	19.034	-0.023	0.007	-0.038
Si	4.108	-6.753	19.08	0.018	-0.002	-0.015
Si	1.397	-4.07	19.145	-0.004	0.013	-0.025
Si	4.001	-1.395	18.83	0.007	-0.026	-0.054
Si	6.763	1.424	18.941	0.015	0.014	-0.029
Si	-6.814	3.968	19.106	-0.023	0.002	-0.016
Si	6.812	6.853	19.078	-0.003	0.008	-0.014
Si	-6.773	9.502	19.086	-0.01	0.015	-0.014
Si	6.784	-4.143	18.809	-0.025	0	-0.048
Si	9.583	-1.372	18.936	0.013	0.01	-0.025
Si	-4.157	1.331	19.156	0.009	-0.016	-0.044
Si	-1.364	4.089	19.123	-0.003	-0.008	-0.01
Si	-4.057	6.812	19.129	0.003	0.004	-0.008
Si	-1.336	-6.71	19.069	0.014	-0.004	-0.032
Si	-4.098	-4.01	18.969	-0.005	0.004	-0.024
Si	-1.319	-1.4	19.014	-0.008	0	-0.027
Si	0.031	-0.024	20.35	0.014	-0.004	0.044
Si	2.776	2.696	20.458	-0.015	-0.017	0.054
Si	0.013	5.457	20.469	0.016	0.006	0.043
Si	2.745	8.161	20.372	-0.008	-0.009	0.068
Si	0.013	-5.384	20.543	-0.009	-0.012	0.062
Si	2.826	-2.667	20.408	-0.008	-0.012	0.082
Si	5.329	0.001	20.08	-0.036	0.022	0.043
Si	8.062	2.628	20.492	0.024	0.023	0.036
Si	5.44	5.46	20.384	-0.009	-0.009	0.06
Si	8.189	8.16	20.503	0.007	-0.006	0.039
Si	5.512	-5.341	20.358	-0.015	-0.016	0.09
Si	8.153	-2.794	20.075	0.011	-0.037	0.031
Si	-5.55	-0.094	20.519	0.031	0.029	0.042
Si	-2.721	2.703	20.477	-0.018	-0.02	0.07
Si	-5.392	5.333	20.413	0.002	-0.007	0.067
Si	-2.723	-8.033	20.438	-0.006	0.003	0.041
Si	-5.441	-5.323	20.363	0.001	-0.01	0.049
Si	-2.72	-2.721	20.359	0	-0.012	0.037
Si	1.628	-1.105	21.682	-0.071	-0.169	-0.733
Si	3.929	1	21.654	0.017	0.216	-0.674
Si	1.63	4.288	21.755	-0.238	-0.151	-0.739
Si	3.831	6.56	21.691	0.204	0.136	-0.776
Si	1.234	-7.028	21.734	0.077	0.271	-0.712
Si	4.622	-3.579	21.663	-0.119	-0.046	-0.748
Si	6.742	-1.395	21.214	-0.062	-0.055	-0.543
Si	-7.394	0.8	21.746	0.247	0.237	-0.705
Si	6.973	4.324	21.74	-0.171	-0.229	-0.682
Si	-6.98	6.447	21.681	0.107	0.249	-0.714
Si	7.032	-6.488	21.721	-0.126	-0.245	-0.682
Si	9.194	-4.218	21.586	0.181	0.07	-0.73
Si	-3.837	-1.199	21.737	-0.264	-0.123	-0.692
Si	-1.58	1.032	21.668	0.112	0.188	-0.723
Si	-4.166	3.924	21.88	0.145	0.13	-0.793
Si	-1.075	7.181	21.669	-0.109	-0.209	-0.796
Si	-3.878	-6.395	21.724	-0.007	-0.133	-0.696
Si	-1.635	-4.205	21.813	0.239	0.068	-0.695
Si	-4.001	6.857	-6.396	0.008	0.006	-0.089
Si	4.37	7.676	-2.893	0.078	-0.052	0.098
Si	3.698	3.855	-5.043	-0.075	-0.005	0.028
Si	-0.88	6.511	-2.951	0.008	-0.004	0.015
Si	0.26	-2.921	23.856	-0.127	0.097	-0.075
Si	3.279	-4.115	-2.586	-0.074	0.05	0.059
Si	8.109	2.603	-2.031	-0.102	0.024	0.175
Si	-5.367	4.237	-6.138	0.005	0.01	-0.022
Si	-2.381	-7.652	-4.474	-0.1	-0.05	0.11
Si	-6.584	-7.793	-6.955	-0.016	0.054	-0.188
Si	7.119	-4.849	25.828	-0.098	0.004	-0.096
Si	-3.864	0.984	25.743	0.015	-0.088	-0.098
Si	-4.363	-1.992	24.772	0.042	0.102	-0.161
Si	6.979	-7.126	-2.876	0.023	-0.019	0.125
Si	2.07	-6.95	-2.886	-0.092	0.1	0.112
Si	-6.618	-1.629	-7.099	0.072	-0.021	-0.005
Si	5.827	0.408	-2.128	0.033	-0.015	0.176
Si	5.915	4.053	24.731	0.055	0.019	-0.167
Si	-4.004	-0.755	-5.554	-0.074	-0.025	0.097
Si	-1.388	-3.373	-2.841	0.052	-0.058	0.101
Si	4.507	6.852	24.688	0.049	-0.054	-0.143
Si	7.332	-0.763	25.423	-0.125	0.06	-0.024
Si	8.063	-3.037	-4.965	-0.033	-0.012	0.059
Si	-7.231	-2.883	24.373	0.026	-0.037	-0.127
Si	-4.772	-6.985	24.605	-0.033	-0.031	-0.083
Si	-2.9	2.496	-1.977	-0.023	-0.006	0.024
Si	-6.423	-4.095	-2.736	-0.027	-0.081	-0.073
Si	-1.265	3.849	-3.941	-0.019	-0.041	-0.1
Si	-7.102	7.266	-2.726	0.001	0.043	0.097
Si	-7.475	4.43	25.685	0.024	-0.02	-0.075
Si	-6.014	2.332	23.868	0.07	0.037	-0.032
Si	1.238	-1.968	-2.915	0.036	-0.012	0.147
Si	5.247	1.178	24.499	-0.064	-0.089	-0.026
Si	-3.496	2.155	-4.86	0.133	0.058	0.145
Si	-4.12	-4.543	26.184	0.075	0.033	-0.07
Si	1.343	4.724	-3.233	0.066	-0.039	0.022
Si	-1.037	1.349	24.678	-0.007	-0.023	-0.048
Si	-4.028	-2.069	-2.853	0.065	0.131	0.106
Si	5.877	5.869	-4.959	0.012	0.069	-0.088
Si	4.206	-4.132	24.678	0.038	0.04	-0.009
Si	0.351	3.83	24.557	0.027	0.061	-0.076
Si	6.785	-7.556	24.547	-0.037	0.121	-0.119
Si	2.659	-0.965	-5.443	-0.029	-0.152	0.031
Si	1.739	-5.598	24.366	0.011	-0.09	0.052
Si	-2.628	7.585	25.916	-0.019	-0.077	0.042
Si	-6.864	7.213	24.513	0.063	-0.038	-0.065
Si	7.886	-5.882	-5.5	-0.055	-0.075	0.036
Si	-4.982	-6.724	-2.927	-0.022	0.005	0.159
Si	4.913	-3.198	-4.948	0.015	0.018	-0.008
Si	4.475	-1.352	25.902	0.074	0.022	-0.121
Si	4.735	1.023	-4.869	0.066	0.085	0.118
Si	-0.19	-5.692	-4.673	0.003	0.004	0.016
Si	-2.295	5.47	23.919	-0.003	-0.031	-0.126
Si	-7.646	4.639	-4.198	-0.023	0.077	0.077
Si	1.356	-1.351	5.42	-0.007	-0.007	0.004
Si	4.059	1.375	5.424	-0.001	0.007	0.001
Si	1.349	4.086	5.425	0.004	-0.004	0.009
Si	4.067	6.794	5.45	0	0.004	0.014
Si	1.361	9.506	5.394	0.007	0.006	0.004
Si	4.061	12.234	5.454	0.006	-0.001	0.015
Si	6.79	-1.339	5.449	-0.007	0.002	0.002
Si	9.513	1.332	5.488	0.005	0.002	0.012
Si	6.77	4.092	5.451	-0.011	0.016	0.007
Si	-6.796	6.809	5.472	0.004	-0.002	0.017
Si	6.795	9.538	5.454	-0.006	0.009	0.008
Si	-6.789	12.244	5.437	0.004	0.003	0.011
Si	-4.08	-1.389	5.433	0.01	0.004	0.008
Si	-1.341	1.352	5.44	0.015	0.002	0.014
Si	-4.048	4.083	5.452	-0.006	-0.01	0.01
Si	-1.337	6.786	5.42	0.007	-0.006	0.011
Si	-4.084	-6.784	5.436	-0.008	-0.005	0.009
Si	-1.366	-4.121	5.446	-0.002	-0.007	0.017
Si	2.718	0	6.791	0.002	0.002	-0.005
Si	5.413	2.727	6.804	0	0.004	-0.002
Si	2.709	5.432	6.802	0.001	-0.002	0.006
Si	5.433	8.163	6.8	-0.005	0.005	-0.005
Si	2.699	10.865	6.791	0.002	0.008	-0.003
Si	5.44	-2.722	6.797	0.008	-0.004	0
Si	8.141	-0.006	6.838	-0.004	-0.001	-0.001
Si	-5.425	2.716	6.801	-0.002	-0.004	0.002
Si	-8.17	5.44	6.808	-0.001	0.002	-0.001
Si	-5.434	8.176	6.81	0.008	0.001	0
Si	-8.155	10.892	6.805	-0.001	-0.001	0.007
Si	-5.435	-2.731	6.812	0	-0.005	-0.004
Si	-2.721	-0.009	6.784	-0.006	0.006	0.003
Si	0.009	2.718	6.799	-0.003	-0.001	-0.004
Si	-2.697	5.445	6.805	0.008	0.003	-0.002
Si	0.011	8.154	6.781	0	0	-0.002
Si	-2.721	-5.459	6.819	0.007	0	0.004
Si	-0.011	-2.718	6.777	-0.007	0.002	0
Si	1.366	1.36	8.159	-0.001	0.007	0.003
Si	4.063	4.079	8.171	-0.002	-0.007	0.001
Si	1.358	6.799	8.158	0.004	0.003	-0.005
Si	4.072	9.521	8.157	0.006	0.005	-0.001
Si	1.346	-4.082	8.144	-0.003	-0.009	-0.009
Si	4.079	-1.359	8.154	0.007	0.001	-0.009
Si	6.782	1.371	8.17	0.004	-0.003	-0.004
Si	-6.795	4.078	8.155	0.002	0.007	-0.007
Si	6.792	6.802	8.164	-0.007	-0.003	-0.005
Si	-6.801	9.525	8.168	0.001	0	-0.007
Si	6.803	-4.073	8.164	0.002	0.009	0.001
Si	-6.803	-1.374	8.171	-0.005	0.001	0
Si	-4.074	1.351	8.158	-0.002	-0.004	-0.005
Si	-1.351	4.076	8.162	0	-0.002	-0.002
Si	-4.066	6.808	8.157	0.003	0.007	-0.001
Si	-1.354	-6.822	8.159	-0.009	-0.002	0.001
Si	-4.077	-4.088	8.172	-0.001	0.004	-0.004
Si	-1.362	-1.362	8.151	0.004	-0.001	-0.005
Si	-0.002	0.001	9.511	0	0.003	-0.002
Si	2.711	2.719	9.533	0.011	-0.004	0.002
Si	0.001	5.44	9.525	-0.003	0.004	0
Si	2.718	8.158	9.518	0.003	-0.001	-0.002
Si	-0.003	-5.445	9.511	-0.007	0.011	-0.003
Si	2.716	-2.725	9.504	-0.001	0	-0.006
Si	5.429	0.003	9.527	0	0.001	0
Si	-8.159	2.722	9.518	-0.011	0	0
Si	5.434	5.439	9.52	-0.005	-0.001	-0.003
Si	-8.161	8.159	9.521	0.001	0.005	-0.003
Si	5.438	-5.44	9.513	0.006	0.005	-0.001
Si	-8.158	-2.726	9.537	0.001	-0.005	0.001
Si	-5.441	-0.003	9.517	-0.004	-0.004	0.001
Si	-2.718	2.719	9.515	0	-0.002	-0.002
Si	-5.433	5.443	9.509	0.002	0.001	-0.004
Si	-2.711	8.151	9.532	0.013	-0.004	0.003
Si	-5.437	-5.447	9.532	-0.005	0.002	-0.001
Si	-2.718	-2.719	9.519	-0.006	0	0
Si	1.361	-1.361	10.866	0.002	-0.004	-0.002
Si	4.071	1.362	10.891	-0.008	0.002	0.006
Si	1.355	4.084	10.893	0.004	-0.002	0.005
Si	4.075	6.798	10.879	0.007	-0.001	0.001
Si	1.355	9.516	10.876	0.002	0.005	0.001
Si	4.075	-4.083	10.87	0.008	0.002	-0.006
Si	6.799	-1.355	10.882	0.002	0.001	0
Si	-6.797	1.363	10.878	0	-0.005	0
Si	-9.519	4.081	10.875	0.012	0.007	-0.003
Si	-6.793	6.798	10.873	-0.006	-0.001	-0.003
Si	-9.52	9.521	10.876	-0.011	0.005	-0.001
Si	-6.797	-4.091	10.893	0	-0.001	0.006
Si	-4.081	-1.36	10.876	0.001	0.007	-0.002
Si	-1.359	1.365	10.875	-0.005	-0.004	0.002
Si	-4.075	4.085	10.874	-0.003	0	0
Si	-1.357	6.791	10.896	-0.004	-0.002	0.003
Si	-4.072	9.512	10.889	0.002	0.003	0.003
Si	-1.361	-4.086	10.872	-0.002	0.002	-0.001
Si	2.704	0.001	12.243	0	-0.006	0.002
Si	5.436	2.732	12.239	0.009	-0.004	0.004
Si	2.715	5.449	12.249	0.007	0.006	0.001
Si	5.442	8.156	12.229	0.001	0	-0.002
Si	2.718	10.873	12.231	0.003	0.002	0.006
Si	5.435	-2.723	12.229	-0.003	0	-0.002
Si	8.163	0.005	12.24	0	0.002	0.003
Si	-5.435	2.73	12.234	0.003	0.01	0
Si	-8.151	5.434	12.231	-0.01	-0.004	0
Si	-5.432	8.145	12.244	-0.008	-0.004	0.002
Si	-8.157	10.865	12.25	-0.003	-0.002	0.003
Si	-5.427	-2.728	12.24	-0.005	0.004	0.005
Si	-2.727	0.011	12.229	0.002	-0.006	-0.003
Si	-0.014	2.726	12.248	-0.004	-0.007	0.006
Si	-2.721	5.434	12.256	0	0	0
Si	0.003	8.158	12.249	-0.002	-0.002	-0.001
Si	-2.708	-5.446	12.244	0	0.012	0.004
Si	-0.001	-2.72	12.221	-0.001	0.001	-0.005
Si	1.335	1.359	13.605	0.006	-0.001	0.007
Si	4.079	4.095	13.604	-0.006	0.006	0.007
Si	1.361	6.807	13.621	0.001	0	0.001
Si	4.074	9.501	13.589	0.01	0.001	0.002
Si	1.347	-4.087	13.578	0	0.011	0.001
Si	4.076	-1.362	13.587	0	-0.006	-0.002
Si	6.804	1.379	13.593	0.005	-0.004	0.005
Si	-6.787	4.088	13.603	-0.007	0.004	0.003
Si	6.808	6.796	13.579	0.005	-0.002	-0.003
Si	-6.791	9.496	13.606	-0.005	0.001	0.006
Si	6.792	-4.086	13.589	-0.006	0.009	0
Si	9.531	-1.363	13.587	0	-0.004	0.001
Si	-4.071	1.382	13.597	-0.004	-0.006	-0.002
Si	-1.364	4.083	13.627	-0.005	0.001	0.007
Si	-4.081	6.79	13.623	0.001	-0.003	0.006
Si	-1.358	9.51	13.613	0.005	0.004	-0.002
Si	-4.06	-4.084	13.603	0.009	-0.01	0.005
Si	-1.362	-1.351	13.571	-0.014	0.007	-0.004
Si	-0.05	0.011	14.964	-0.006	-0.005	-0.002
Si	2.698	2.735	14.942	0	-0.007	-0.001
Si	-0.005	5.454	14.983	-0.001	0.006	-0.005
Si	2.725	8.162	14.986	-0.001	-0.001	-0.004
Si	0.011	-5.449	14.962	-0.006	-0.004	0.002
Si	2.697	-2.72	14.927	-0.003	-0.002	0.003
Si	5.438	0.012	14.931	0.001	0.002	0.003
Si	8.166	2.74	14.957	-0.012	0.001	-0.001
Si	5.444	5.469	14.956	0.008	0.003	0.004
Si	8.179	8.112	14.96	-0.003	-0.004	0.002
Si	5.435	10.855	14.936	-0.001	0	0
Si	8.166	-2.728	14.935	0.003	0.004	0.004
Si	-5.43	0.011	14.933	0.004	-0.007	-0.004
Si	-2.727	2.73	14.998	-0.004	0.007	0.007
Si	-5.432	5.428	14.997	0.002	0.001	0.001
Si	-2.72	8.153	14.98	0.002	-0.007	0.003
Si	-5.414	-5.463	14.949	0.001	0.003	0.002
Si	-2.686	-2.711	14.946	0.01	0.011	-0.005
O	-1.792	6.711	23.039	-0.057	0.273	0.184
O	0.092	-8.114	22.176	0.011	0.075	0.297
O	-7.265	7.111	-1.13	-0.54	0.416	0.049
O	1.182	3.658	23.186	-0.069	-0.573	0.111
O	5.218	0.139	-3.596	-0.141	-0.535	-0.274
O	-6.999	1.2	23.278	0.01	-0.546	0.342
O	5.74	-2.414	22.071	0.022	0.165	0.386
O	6.751	0.598	24.754	0.242	0.076	-0.136
O	-2.802	-2.93	-3.439	0.046	-0.39	-0.442
O	-0.129	0.035	-0.381	-0.095	-0.027	-0.34
O	-7.609	3.254	-3.371	0.256	-0.336	-0.247
O	-8.135	-5.391	22.122	0.167	0.073	0.455
O	-3.457	4.697	23.124	-0.218	0.211	0.294
O	7.134	5.01	-4.448	-0.268	-0.286	0.093
O	-5.325	7.758	-6.35	-0.037	0.157	0.375
O	-3.893	-0.624	25.504	-0.052	-0.02	0.139
O	2.81	2.655	-0.423	0.004	-0.179	-0.419
O	-0.897	1.471	23.074	0.529	0.067	0.089
O	-6.998	1.96	-1.199	0.209	0.246	-0.351
O	-4.545	-6.477	-1.381	0.005	0.687	-0.162
O	-2.77	8.136	-0.463	-0.066	0.164	-0.374
O	6.364	-0.937	-1.398	-0.382	-0.134	-0.26
O	-1.135	-3.37	23.141	-0.166	0.3	0.402
O	-8.16	5.39	22.104	0.03	0.076	0.172
O	-5.469	5.38	-0.336	0.059	-0.001	-0.449
O	-2.367	1.337	-1.011	-0.484	-0.163	-0.26
O	4.55	-3.68	-3.461	0.572	-0.005	0.359
O	0.15	-2.471	25.405	-0.068	-0.579	0.298
O	3.557	-3.637	-1.074	-0.077	0.437	-0.133
O	-2.553	1.672	25.107	0.031	0.259	0.24
O	-6.735	-3.366	22.914	0.556	0.331	0.041
O	-3.412	0.745	-5.62	0.389	0	-0.563
O	3.821	-2.625	25.145	-0.576	0.263	-0.276
O	-2.128	3.04	-5.047	0.212	-0.015	-0.564
O	3.114	-5.247	25.172	0.059	-0.202	0.555
O	6.47	-2.732	-4.921	-0.12	0.723	0.159
O	5.558	5.408	-0.36	-0.123	0.273	-0.522
O	3.05	-5.692	-2.667	0.388	-0.07	-0.064
O	4.925	5.31	24.956	-0.06	-0.29	0.118
O	-4.768	-6.903	22.991	-0.63	0.034	0.033
O	-7.614	-3.302	-3.499	-0.079	0.09	0.098
O	-1.702	5.408	-3.824	-0.482	0.131	-0.265
O	6.319	-6.907	23.131	-0.533	0.185	0.119
O	-6.884	5.824	-3.402	0.523	-0.055	-0.157
O	2.972	-8.134	-3.518	-0.255	-0.152	-0.571
O	0.874	-6.612	-3.893	-0.251	0.026	-0.116
O	2.736	3.398	-6.254	-0.157	-0.324	0.097
O	-5.16	2.842	22.589	-0.084	-0.375	-0.16
O	2.012	-6.563	23.094	0.622	0.001	0.075
O	0.7	6.232	-3.273	0.437	0.332	0.038
O	-0.363	-2.126	-2.897	-0.409	0.464	0.177
O	4.504	2.572	-4.453	0.053	0.004	0.407
O	4.129	-4.207	23.069	-0.267	-0.106	0.151
O	0.507	-5.035	-5.97	0.332	0.429	0.15
O	3.315	0.499	-5.408	-0.432	0.336	-0.138
O	7.343	-5.995	-3.974	0.072	0.518	0.082
O	7.375	-6.726	-1.36	0.334	-0.005	-0.158
O	7.754	-0.326	21.956	-0.093	0.087	0.427
O	-5.127	1.662	25.017	0.058	-0.012	0.398
O	-2.751	-0.028	22.095	-0.172	0.118	0.082
O	7.039	1.445	-2.333	0.249	-0.211	-0.191
O	-3.618	-1.384	-1.443	0.276	0.077	-0.105
O	3.127	7.17	25.459	-0.344	0.179	-0.255
O	-4.447	-1.043	-4.027	-0.268	0.177	0.094
O	5.4	-7.402	-2.88	-0.039	0.637	0.045
O	8.018	-1.678	24.285	-0.351	-0.042	-0.361
O	1.718	-1.363	-1.492	0.267	-0.209	-0.101
O	-6.222	6.81	23.083	0.807	-0.235	0.123
O	5.43	-5.352	-0.341	0.112	-0.008	-0.626
O	-1.687	-3.79	-1.312	-0.567	-0.076	-0.026
O	7.385	3.767	-1.183	-0.037	0.435	-0.515
O	6.313	3.904	23.166	0.022	-0.387	0.23
O	-3.841	3.538	-1.2	-0.405	-0.17	-0.373
O	-1.054	7.97	25.914	0.174	-0.386	-0.249
O	-2.823	-1.752	-6.02	0.119	-0.053	0.271
O	-1.435	-6.575	-5.207	-0.118	-0.081	-0.448
O	2.741	-0.005	22.178	0.177	-0.094	0.132
O	-3.648	-6.904	-3.814	0.017	0.277	-0.055
O	5.18	2.664	25.153	-0.456	0.065	0.115
O	4.396	7.128	23.101	0.216	0.665	-0.023
O	-2.836	6.098	25.3	-0.556	-0.236	0.458
O	1.691	-1.065	-4.157	0.028	0.428	-0.181
O	4.861	1.363	22.938	0.243	0.188	0.01
O	-6.866	-4.58	-1.265	-0.069	-0.362	-0.224
O	-0.695	-0.101	25.244	-0.223	-0.199	-0.334
O	-0.774	-4.587	-3.674	0.119	-0.067	-0.086
O	3.871	-2.041	-5.391	0.075	-0.071	-0.114
O	7.825	7.874	-3.275	-0.224	-0.341	-0.318
O	-5.839	-5.439	-3.45	-0.19	0.091	-0.248
O	0.342	3.785	-4.124	0.207	-0.443	-0.467
O	1.19	4.692	25.624	0.288	0.135	-0.242
O	-4.205	-1.865	23.174	-0.003	-0.47	0.101
O	-2.744	-5.33	22.284	0.004	-0.193	0.203
O	7.239	4.303	25.621	-0.008	0.027	0.165
O	-6.979	5.957	25.506	-0.043	-0.025	0.26
O	-6.875	4.448	-5.6	-0.395	-0.028	-0.24
O	-4.772	2.905	-5.473	-0.607	-0.226	0.074
O	5.694	-4.45	25.182	0.031	0.026	0.001
O	-5.418	0.1	-0.337	-0.042	-0.103	-0.559
O	4.728	-4.45	-5.962	-0.591	-0.195	0.449
O	6.07	-1.567	26.057	0.248	-0.755	0.286
O	4.652	1.014	-1.215	-0.086	-0.288	-0.165
O	0.926	-1.712	23.017	0.055	-0.004	0.003
O	2.815	4.568	-3.871	0.374	0.211	0.035
O	1.921	-3.419	-3.104	-0.241	-0.237	-0.295
O	-5.863	-8.073	-3.049	0.131	-0.242	-0.395
O	1.788	-1.045	-6.79	0.195	0.211	-0.021
O	2.726	5.439	22.125	0.041	-0.019	0.473
O	-4.989	-5.499	25.213	-0.088	0.188	0.024
O	4.797	4.879	-5.637	-0.182	0.186	-0.695
O	-1.07	4.482	24.189	-0.295	-0.428	0.072
O	-1.084	6.327	-1.352	0.155	-0.39	-0.145
O	5.089	6.514	-3.717	-0.171	-0.27	0.227
O	5.814	0.826	-6.061	0.378	-0.042	0.275
O	4.237	0.062	25.12	-0.322	-0.003	-0.008
O	5.605	7.908	25.227	0.182	0.215	0.464
O	0.051	-5.463	-0.397	-0.058	0.154	-0.152
O	8.058	-2.648	-0.355	0.276	0.127	-0.54
O	-7.904	-4.392	-5.765	0.313	0.065	-0.406
O	6.401	7.007	-5.986	-0.007	0.341	0.118
O	3.998	7.178	-1.402	-0.499	-0.108	-0.112
O	-5.252	-3.03	-2.523	0.005	0.024	0.393
O	-5.914	-2.312	25.109	0.028	-0.087	0.701
O	1.528	-7.359	-1.407	0.16	-0.637	0.118
O	1.21	-4.206	23.759	0.15	0.031	-0.364
O	-5.956	-7.939	25.146	-0.298	0.065	0.325
O	7.98	7.753	24.2	-0.206	-0.518	-0.267
O	-7.947	-4.082	25.173	0.204	-0.19	0.181
O	-4.37	5.436	-5.738	0.074	-0.036	0.348
O	-1.555	3.22	-2.484	0.198	0.074	0.212
O	-2.855	7.573	-5.54	0.37	-0.232	-0.194
O	1.319	4.31	-1.666	-0.474	0.347	-0.113
O	0.589	-6.268	25.28	-0.288	0.115	0.072
O	0.032	2.409	25.257	0.262	-0.242	0.398
O	6.698	-6.057	-6.577	-0.209	-0.681	-0.192
O	-7.273	-6.949	-5.768	0.081	-0.188	0.537
O	7.303	-6.436	25.58	0.386	-0.195	0.358
O	-3.361	-7.628	25.018	0.278	0.306	-0.022
O	-6.847	3.551	24.489	0.046	0.267	-0.473
O	-7.534	-1.854	-5.785	-0.132	0.398	0.277
O	-3.526	-3.268	25.347	0.59	0.013	-0.217
O	-3.694	1.921	-3.262	-0.589	-0.171	0.165
O	-1.452	7.956	-3.352	-0.063	0.15	0.409
O	-5.231	-0.99	-6.58	0.262	-0.039	-0.228

Results
total energy: -101659.168 eV
total energy less fixed offsets of O -438.25, Si -107.07 eV per atom: -5.968 eV
